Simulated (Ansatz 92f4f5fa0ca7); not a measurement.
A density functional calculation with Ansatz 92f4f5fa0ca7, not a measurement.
Periodic cell of 223 atoms, Si133O90, from a study of silicon, its oxide and their interface. The atomic structure is a simulated model.
Doubt: the cutoff is far below the 930 eV that the study's wrapper takes by default for these files, so forces and energies are approximate.
This geometry differs little from another in the collection (a relaxation step or a small displacement).

Settings
functional: PBE
potential files: Ansatz PAW
basis: plane waves
wave-function cutoff: 580 eV
density cutoff ratio: 5
exchange-correlation grid ratio: 1
k mesh: 1 x 1 x 1, Gamma-centred
self-consistency stop: 5e-08 eV per atom in the density residual
occupations: fixed
spin: none
net charge: 0

Cell vectors (angstrom)
a, 10.938, 0, 0
b, 0, 10.938, 0
c, 0, 0, 32.4673

Atoms: element, x, y, z (angstrom)
Si, 0.4832, -0.5298, 24.8944
Si, 5.5882, -0.2623, 25.0531
Si, 2.5966, 2.9603, 25.0927
Si, 8.096, 2.9847, 24.7999
Si, 0.3806, 5.2549, 24.9719
Si, 4.8745, 6.0346, 24.9614
Si, 2.7282, 8.2513, 25.4348
Si, 7.9734, 8.5678, 24.8732
Si, 1.3918, 1.2785, 26.222
Si, 6.8097, 1.4652, 26.1645
Si, 4.0879, 4.2386, 26.3449
Si, 9.5834, 4.1507, 26.2207
Si, 1.3015, 6.8, 26.4996
Si, 6.7885, 6.8993, 26.1426
Si, 4.1846, 9.6152, 26.5902
Si, 9.6114, 9.596, 26.2301
Si, 2.7166, 0.0553, 27.7452
Si, 8.2067, 0.0672, 27.6008
Si, -0.0069, 2.6974, 27.6146
Si, 5.4619, 2.7787, 27.6396
Si, 2.717, 5.4658, 27.7833
Si, 8.1737, 5.5076, 27.5936
Si, -0.0844, 8.2291, 27.717
Si, 5.5442, 8.1495, 27.7464
Si, 4.1018, 1.3673, 29.049
Si, 9.5708, 1.3673, 29.049
Si, 1.3673, 4.1018, 29.049
Si, 6.8362, 4.1018, 29.049
Si, 4.1018, 6.8362, 29.049
Si, 9.5708, 6.8362, 29.049
Si, 1.3673, 9.5708, 29.049
Si, 6.8362, 9.5708, 29.049
Si, 0, 0, 30.4163
Si, 5.469, 0, 30.4163
Si, 2.7345, 2.7345, 30.4163
Si, 8.2035, 2.7345, 30.4163
Si, 0, 5.469, 30.4163
Si, 5.469, 5.469, 30.4163
Si, 2.7345, 8.2035, 30.4163
Si, 8.2035, 8.2035, 30.4163
Si, 1.3673, 1.3673, 31.7835
Si, 6.8362, 1.3673, 31.7835
Si, 4.1018, 4.1018, 31.7835
Si, 9.5708, 4.1018, 31.7835
Si, 1.3673, 6.8362, 31.7835
Si, 6.8362, 6.8362, 31.7835
Si, 4.1018, 9.5708, 31.7835
Si, 9.5708, 9.5708, 31.7835
Si, 2.7345, 0, 0.6835
Si, 8.2035, 0, 0.6835
Si, 0, 2.7345, 0.6835
Si, 5.469, 2.7345, 0.6835
Si, 2.7345, 5.469, 0.6835
Si, 8.2035, 5.469, 0.6835
Si, 0, 8.2035, 0.6835
Si, 5.469, 8.2035, 0.6835
Si, 4.1018, 1.3673, 2.0507
Si, 9.5708, 1.3673, 2.0507
Si, 1.3673, 4.1018, 2.0507
Si, 6.8362, 4.1018, 2.0507
Si, 4.1018, 6.8362, 2.0507
Si, 9.5708, 6.8362, 2.0507
Si, 1.3673, 9.5708, 2.0507
Si, 6.8362, 9.5708, 2.0507
Si, 0, 0, 3.418
Si, 5.469, 0, 3.418
Si, 2.7345, 2.7345, 3.418
Si, 8.2035, 2.7345, 3.418
Si, 0, 5.469, 3.418
Si, 5.469, 5.469, 3.418
Si, 2.7345, 8.2035, 3.418
Si, 8.2035, 8.2035, 3.418
Si, 1.2565, 1.4908, 4.6736
Si, 6.8449, 1.3647, 4.8804
Si, 4.1995, 3.9915, 4.7608
Si, 9.5229, 4.1272, 4.8562
Si, 1.3707, 6.7979, 4.7745
Si, 6.8373, 6.8132, 4.7921
Si, 4.1282, 9.5566, 4.7454
Si, 9.5585, 9.5567, 4.7692
Si, 2.7273, 0.1382, 5.8442
Si, 8.1645, -0.1097, 6.2256
Si, -0.0832, 2.7009, 6.2207
Si, 5.5046, 2.7091, 6.3641
Si, 2.7097, 5.2763, 5.9898
Si, 8.1665, 5.4905, 6.3066
Si, -0.0491, 8.1474, 6.1243
Si, 5.3973, 8.1042, 6.1578
Si, 3.7606, 1.4828, 7.4407
Si, 9.8398, 0.9772, 7.5051
Si, 1.6112, 3.7879, 7.443
Si, 6.5329, 4.4461, 7.7464
Si, 4.1491, 6.4631, 7.332
Si, 9.3711, 7.1001, 7.6093
Si, 1.2084, 9.8381, 7.069
Si, 6.9742, 9.1946, 7.5177
O, 11.051, 5.9345, 23.4925
O, 4.5741, 0.0577, 23.7928
O, 8.1641, 8.1632, 8.0873
O, 2.6699, 2.6132, 7.9606
O, 7.1998, 4.1137, 23.9889
O, 1.6858, 9.2761, 24.6341
O, 5.3076, 5.5162, 8.0312
O, 0.1259, -0.0801, 7.8111
O, 7.0503, 4.1411, 9.3019
O, 6.0998, 9.7791, 8.7967
O, 10.2067, 6.5412, 8.9397
O, 2.3649, 9.4464, 8.1899
O, 4.2125, 0.6274, 8.7851
O, 1.0971, 4.577, 8.7849
O, 9.3043, 1.3887, 9.0055
O, 3.0935, 6.9579, 8.4855
O, 7.422, 6.276, 22.3538
O, 8.8973, 2.1691, 23.6056
O, 5.1266, 5.5213, 23.4191
O, 3.357, 2.4334, 23.7238
O, 10.9573, -0.2218, 23.332
O, 3.7521, 7.2191, 24.6242
O, 1.4385, 4.0388, 24.6334
O, 6.7664, 9.6518, 24.4959
Si, 14.6741, 1.102, 22.873
Si, -1.2358, 2.6328, 22.2612
Si, 0.7668, 11.5769, 22.1519
Si, 11.6691, 0.8364, 14.9808
Si, 6.1325, -0.4559, 12.19
Si, 11.6959, 15.7399, 12.7007
Si, 9.4851, 1.5622, 10.6196
Si, 5.3124, 4.0875, 20.1139
Si, 9.9471, 8.0322, 13.5979
Si, 10.4839, -2.9578, 16.5858
Si, 10.8794, 5.2397, 9.6959
Si, -0.2459, 5.4947, 21.9552
Si, 8.7625, -1.2865, 11.5511
Si, 8.8283, 5.0369, 13.2361
Si, 7.3223, 3.6483, 15.7387
Si, 12.3378, 6.0618, 15.4463
Si, 5.7382, 5.7666, 17.4806
Si, 4.8049, 10.2814, 9.6096
Si, 13.4929, 1.5065, 18.7793
Si, 9.7473, 0.8183, 19.9249
Si, -1.0062, 2.3377, 17.0567
Si, 12.6737, 9.9422, 17.2337
Si, 5.2135, 1.1679, 20.1679
Si, 3.6447, 7.8019, 16.4676
Si, 13.0797, 4.1644, 20.1301
Si, -3.5368, 9.7389, 19.9107
Si, 8.4434, 7.4791, 22.0027
Si, 2.6623, 2.4341, 13.4175
Si, 5.731, -1.3757, 14.971
Si, 2.6175, 8.3014, 9.2153
Si, -3.4743, -2.5622, 17.1702
Si, 0.8921, 11.6623, 12.0009
Si, 6.5304, 5.0069, 22.7928
Si, 1.7169, -7.0861, 17.3125
Si, 11.3464, 8.7858, 11.1303
Si, 5.5435, 1.4816, 14.2833
Si, 8.1679, 4.0354, 10.4873
O, 8.2587, 2.527, 11.0906
O, 5.8389, -1.5812, 13.3514
O, 9.8907, 1.5549, 18.4854
O, 3.7269, -6.6166, 20.5258
O, -1.1505, 8.8268, 10.5721
O, 0.171, 0.2525, 20.6729
O, 1.3786, 7.9067, 10.1741
O, 15.1849, 2.3887, 13.8145
O, 18.138, -1.2265, 11.2015
O, 12.5866, 0.2316, 18.3098
O, 11.0483, 6.4406, 16.4129
O, 10.3823, -2.3918, 15.0649
O, 7.9357, 4.4773, 14.4686
O, 13.3381, 12.2249, 12.2795
O, 6.846, 6.8877, 17.1543
O, 11.1758, 11.3272, 13.4844
O, 13.0604, 4.7065, 15.9942
O, 19.7572, -0.4709, 19.6721
O, 0.3381, 13.1402, 22.4298
O, 6.4235, 0.9425, 12.9909
O, 5.701, 2.5981, 19.5193
O, -1.889, 1.872, 20.9717
O, 5.1453, 0.1518, 15.1814
O, 7.9986, 5.0227, 11.7955
O, 12.6961, 2.0994, 14.7491
O, 6.228, 4.1733, 21.4479
O, 1.895, 4.7973, 18.6413
O, 1.0505, 10.2817, 11.1545
O, 3.9298, 0.7651, 19.2427
O, 11.4374, 8.9205, 17.5026
O, 11.4889, 5.4612, 11.2081
O, 11.0323, 12.8157, 11.1084
O, 3.1039, -1.8968, 17.407
O, 6.177, 4.5223, 16.515
O, -2.2012, 8.2032, 23.4475
O, 1.0268, 16.8441, 13.8779
O, 10.2203, 4.1513, 13.0898
O, 5.7364, 5.2196, 19.0185
O, 9.6389, 4.2375, 22.0129
O, 4.283, 6.501, 17.2386
O, 3.9693, 8.9319, 9.9513
O, 5.0203, -0.0424, 11.0792
O, 7.6866, 8.5414, 21.001
O, 1.9094, 2.5022, 19.9627
O, 9.0496, -2.8466, 17.3076
O, -1.1057, 6.796, 21.3781
O, -2.0937, -1.8355, 13.0729
O, 9.2429, 0.2416, 11.5105
O, -0.568, 12.2274, 15.8713
O, 4.7261, 8.4107, 15.4512
O, 8.5206, 3.0933, 16.7189
O, 2.4189, -3.626, 15.5318
O, -4.6595, 10.8764, 20.3011
O, 9.63, 4.201, 9.779
O, 13.6368, 2.5371, 17.4954
O, 2.3777, 0.4194, 22.2595
O, 11.2554, 8.1345, 12.6135
O, 6.54, 2.3525, 15.1853
O, -1.7231, 6.5792, 13.5885
O, 0.1454, 3.4702, 17.1886
O, 12.0373, 4.9731, 21.1294
O, 4.7154, 1.5408, 21.6681
O, 7.1062, -1.6611, 15.8387
O, 12.5123, -0.3507, 15.7332
O, 6.8897, -1.8199, 18.4996
O, 13.0065, 3.8231, 12.7732

Results
free energy: -135733.593 eV
free energy less fixed offsets of O -568.88, Si -635.61 eV per atom: 1.737 eV

Forces (eV/angstrom), in the order of the atoms: element, x, y, z
Si, 0.0569, -0.0887, -0.188
Si, 0.0024, -0.0007, 0.0608
Si, -0.0349, 0.0402, -0.0715
Si, 0.0032, -0.0223, 0.0628
Si, -0.0282, -0.0101, 0.144
Si, -0.083, 0.0336, -0.0542
Si, 0.0229, 0.0086, 0.1328
Si, -0.0188, 0.0375, -0.048
Si, -0.0094, 0.0588, 0.0907
Si, 0.0038, 0.0049, -0.0193
Si, -0.0259, 0.0049, 0.057
Si, 0.069, -0.044, 0.0077
Si, 0.0082, -0.0296, -0.0377
Si, 0.0415, 0.0179, 0.0643
Si, -0.0105, -0.0131, -0.0108
Si, -0.0917, 0.0202, 0.0583
Si, 0.0238, -0.0599, -0.0417
Si, -0.0049, 0.0016, -0.0274
Si, -0.0539, 0.0481, -0.0619
Si, 0.0273, -0.0242, -0.0162
Si, 0.0245, 0.0585, -0.0606
Si, -0.0005, -0.0266, -0.0198
Si, 0.0596, -0.0235, -0.0198
Si, -0.033, 0.0189, -0.0188
Si, 0.1064, 0.5613, 0.1388
Si, -0.0504, 0.1023, -0.2212
Si, -0.3096, -0.5836, 0.1523
Si, 0.131, 0.171, -0.3671
Si, 0.1827, -0.0518, 0.5104
Si, -0.6086, -0.0755, 0.0489
Si, -0.1844, 0.0154, 0.0809
Si, 0.5243, 0.2397, -0.0772
Si, -0.0011, -0.0638, -0.0017
Si, 0.0584, 0.0422, -0.0665
Si, 0.0319, 0.0188, 0.0555
Si, 0.0782, 0.0292, -0.0518
Si, -0.0772, -0.1394, -0.0532
Si, -0.0709, 0.0138, 0.0361
Si, 0.06, 0.0239, -0.0361
Si, 0.0781, 0.0571, 0.055
Si, 0.0216, -0.0047, -0.0232
Si, -0.0375, -0.0216, -0.0241
Si, -0.0234, -0.0053, 0.0044
Si, -0.0151, 0.0521, -0.0001
Si, 0.0696, 0.0337, -0.0426
Si, -0.0368, 0.0242, -0.0218
Si, -0.0935, -0.0101, -0.0279
Si, 0.0158, -0.0136, -0.003
Si, 0.0618, -0.0231, 0.0079
Si, -0.0081, 0.008, -0.0119
Si, 0.0301, -0.0155, 0.0357
Si, -0.0159, 0.0022, 0.0321
Si, -0.0534, 0.0259, -0.0101
Si, 0.0395, -0.0247, 0.0065
Si, -0.0125, 0.0209, 0.0265
Si, 0.0006, -0.0082, 0.0332
Si, -0.1616, -0.088, 0.0006
Si, -0.0385, -0.1145, -0.0117
Si, 0.1702, 0.0804, -0.0282
Si, -0.0541, 0.0428, -0.0158
Si, -0.0972, -0.0233, 0.0275
Si, -0.0542, -0.0354, 0.0108
Si, 0.0201, -0.0187, 0.0265
Si, 0.0488, 0.0676, 0.0076
Si, -0.3086, -0.0524, -0.3554
Si, 0.3406, 0.1754, 0.142
Si, 0.2012, 0.2255, -0.626
Si, -0.1065, -0.0009, 0.5232
Si, -0.2816, -0.1603, 0.1382
Si, 0.211, -0.2535, -0.1
Si, -0.0308, -0.1034, -0.0126
Si, -0.1105, -0.1326, -0.1088
Si, 0.1811, -0.1027, 0.1394
Si, -0.0008, -0.0629, -0.0158
Si, -0.0066, -0.0302, 0.0242
Si, 0.0418, -0.0127, 0.0788
Si, -0.0411, 0.002, 0.016
Si, 0.0157, 0.0114, 0.0974
Si, 0.0053, -0.0199, 0.0698
Si, -0.0418, 0.0354, 0.0108
Si, -0.3009, -0.219, -0.1521
Si, 0.0188, 0.0274, 0.0035
Si, -0.0412, 0.0564, -0.078
Si, -0.0224, 0.0503, -0.0362
Si, 0.0302, 0.0148, -0.033
Si, -0.0244, 0.0146, -0.0162
Si, 0.0817, -0.132, -0.0804
Si, 0.0054, 0.0909, -0.1546
Si, 0.343, -0.1769, 0.5327
Si, -0.1563, 0.0036, -0.0207
Si, 0.0843, -0.2323, -0.0606
Si, 0.0572, -0.0994, -0.0391
Si, 0.1288, 0.0575, -0.1821
Si, -0.1603, -0.0311, 0.0802
Si, 0.2079, 0.6696, 0.0438
Si, -0.2239, 0.1723, 0.3382
O, 0.0113, -0.0015, -0.0356
O, -0.0025, -0.0056, 0.0066
O, 0.145, -0.1041, -0.0831
O, -0.1839, 0.3228, -0.0119
O, -0.01, 0.0118, -0.0117
O, -0.0019, 0, 0.0197
O, -0.0651, 0.037, -0.0281
O, 0.2404, -0.3395, -0.0151
O, 0.0136, 0.0522, 0.0688
O, 1.2707, -0.1328, -0.9628
O, 0.0091, 0.0547, -0.1064
O, -1.6135, 1.235, -1.5593
O, -0.3171, 0.1032, -0.5051
O, 0.0913, 0.0292, 0.0184
O, 0.0519, 0.0365, 0.0827
O, 0.0477, -0.6503, 0.0467
O, -0.0086, -0.0018, 0.0097
O, -0.003, -0.0021, -0.0081
O, -0.0057, 0.015, 0.0455
O, -0.014, 0.0155, 0.0408
O, -0.0108, 0.0104, 0.0817
O, -0.0009, -0.0284, -0.038
O, 0.0509, 0.0253, -0.0124
O, 0.0413, -0.0147, -0.0197
Si, 0.0143, -0.0114, -0.0313
Si, 0.0006, -0.0108, -0.0109
Si, -0.0016, 0.0094, -0.0304
Si, 0.0223, 0.0159, 0.0148
Si, -0.4405, -0.3702, -0.3958
Si, -0.0541, -0.1048, 0.147
Si, -0.0342, -0.0627, -0.0195
Si, -0.005, -0.0021, -0.0089
Si, -0.0483, 0.0487, 0.0185
Si, -0.0088, 0.0192, 0.0268
Si, -0.1573, -0.0088, -0.0193
Si, 0.0005, -0.0078, -0.009
Si, -0.1714, 0.0154, -0.0073
Si, -0.0373, 0.0084, 0.0228
Si, -0.0263, -0.069, -0.039
Si, 0.0092, 0.0156, 0.0875
Si, 0.0117, 0.0074, 0.0075
Si, -0.4359, 0.3304, -0.2108
Si, 0.0006, -0.0017, -0.0045
Si, -0.0031, -0.0051, -0.0104
Si, 0.0097, -0.0008, 0.0144
Si, -0.0002, -0.0068, 0.0134
Si, -0.0012, -0.0046, -0.0035
Si, 0.0396, 0.0328, 0.0135
Si, 0.0053, -0.0025, -0.0116
Si, -0.0099, 0.0084, -0.0084
Si, -0.0028, 0.0034, -0.013
Si, 0.0381, -0.0891, 0.0457
Si, 0.0128, 0.0345, -0.1232
Si, 2.3402, -0.6746, 2.0608
Si, 0.0095, 0.0121, -0.0126
Si, 0.0054, 0.0075, 0.0482
Si, 0.0194, -0.0202, -0.0293
Si, 0.0024, -0.0129, 0.0289
Si, -0.013, 0.0005, -0.0016
Si, 0.0584, -0.0341, -0.1137
Si, -0.0786, 0.0003, 0.0093
O, 0.0163, 0.0258, 0.0042
O, 0.0147, 0.14, -0.0381
O, 0.0055, 0.004, -0.0061
O, -0.0041, 0.0032, 0.003
O, 0.0591, -0.0407, 0.0197
O, 0.0159, 0.001, 0.0192
O, -0.0238, 0.1005, 0.0796
O, 0.0676, -0.0216, 0.0234
O, 0.0201, 0.0589, 0.122
O, 0.0039, 0.0093, 0.0017
O, 0.0188, -0.0102, -0.0192
O, 0.0061, -0.0236, -0.0059
O, -0.014, -0.0284, 0.0389
O, 0.0041, 0.025, 0.0193
O, 0.0022, -0.0102, 0.0019
O, 0.0187, 0.0151, -0.0517
O, -0.0088, 0.0245, -0.0286
O, 0.0051, 0.0058, -0.0002
O, -0.002, -0.0047, 0.0062
O, -0.1316, 0.0585, 0.1359
O, -0.0013, 0.0048, 0.0062
O, 0.0005, 0.0088, 0.0155
O, 0.0047, 0.0399, -0.0058
O, 0.0157, -0.0164, -0.0088
O, -0.0183, -0.022, -0.0094
O, 0.0064, 0.0129, 0.0179
O, 0.0014, -0.0028, 0.0155
O, -0.0131, -0.0087, -0.022
O, 0.0028, 0.0026, 0.0053
O, 0.0088, -0.0005, -0.0132
O, 0.0941, 0.0745, -0.042
O, 0.0207, -0.0039, 0.0006
O, 0.0035, -0.0054, -0.0158
O, 0.0076, -0.0062, -0.0128
O, -0.0042, 0.0041, 0.0348
O, 0.009, -0.0098, -0.0515
O, 0.0377, 0.0179, -0.0198
O, -0.002, -0.0067, 0.0067
O, 0.0003, 0.0039, 0.0011
O, -0.0092, -0.0016, -0.0084
O, -1.259, -0.6152, -0.0654
O, 0.2747, 0.2632, 0.9959
O, 0.0116, -0.0206, 0.0204
O, 0.0025, 0.0047, 0.003
O, -0.0067, -0.0069, -0.0014
O, -0.0028, 0.0007, 0.0012
O, 0.0888, -0.0225, -0.0145
O, 0.0557, 0.0134, 0.0053
O, 0.0155, 0.0026, -0.0134
O, -0.0564, -0.0491, 0.027
O, -0.0156, 0.0125, -0.0219
O, -0.0277, -0.0218, -0.0224
O, 0.0013, 0.0038, 0.0003
O, 0.0631, 0.0525, -0.0116
O, 0.0009, -0.003, 0.0091
O, 0.0002, 0.0012, 0.0116
O, 0.0353, -0.0187, 0.0278
O, -0.0001, 0.0662, -0.0089
O, 0.0246, 0.0062, -0.0112
O, -0.0108, -0.0054, -0.0019
O, -0.0087, 0.007, 0.007
O, -0.0062, 0.0017, 0.0133
O, 0.0298, -0.019, 0.0543
O, -0.0177, 0.0116, -0.0145
O, -0.0032, 0.0065, 0.0088
O, -0.0104, 0.0698, -0.0381

The program warned: the cutoff lies below the one the program advises for these potential files; the exchange-correlation potential is rough where the density is thin.
